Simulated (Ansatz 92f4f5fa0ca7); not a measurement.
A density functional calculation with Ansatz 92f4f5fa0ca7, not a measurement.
Periodic cell of 251 atoms, Si165O86, from a study of silicon, its oxide and their interface. The atomic structure is a simulated model.
Doubt: the cutoff is far below the 930 eV that the study's wrapper takes by default for these files, so forces and energies are approximate.
This geometry differs little from another in the collection (a relaxation step or a small displacement).

Settings
functional: PBE
potential files: Ansatz PAW
basis: plane waves
wave-function cutoff: 580 eV
density cutoff ratio: 5
exchange-correlation grid ratio: 1
k mesh: 1 x 1 x 1, Gamma-centred
self-consistency stop: 5e-08 eV per atom in the density residual
occupations: fixed
spin: none
net charge: 0

Cell vectors (angstrom)
a  10.938  0  0
b  0  10.938  0
c  0  0  37.477

Atoms: element, x, y, z (angstrom)
Si  0  0  0.683
Si  5.469  0  0.683
Si  2.7345  2.7345  0.683
Si  8.2035  2.7345  0.683
Si  0  5.469  0.683
Si  5.469  5.469  0.683
Si  2.7345  8.2035  0.683
Si  8.2035  8.2035  0.683
Si  1.3673  1.3673  2.0503
Si  6.8362  1.3673  2.0503
Si  4.1018  4.1018  2.0503
Si  9.5708  4.1018  2.0503
Si  1.3673  6.8362  2.0503
Si  6.8362  6.8362  2.0503
Si  4.1018  9.5708  2.0503
Si  9.5708  9.5708  2.0503
Si  2.7345  0  35.4255
Si  8.2035  0  35.4255
Si  0  2.7345  35.4255
Si  5.469  2.7345  35.4255
Si  2.7345  5.469  35.4255
Si  8.2035  5.469  35.4255
Si  0  8.2035  35.4255
Si  5.469  8.2035  35.4255
Si  4.1018  1.3673  36.7927
Si  9.5708  1.3673  36.7927
Si  1.3673  4.1018  36.7927
Si  6.8362  4.1018  36.7927
Si  4.1018  6.8362  36.7927
Si  9.5708  6.8362  36.7927
Si  1.3673  9.5708  36.7927
Si  6.8362  9.5708  36.7927
Si  4.7172  2.0557  29.3099
Si  7.4489  2.0991  22.8221
Si  5.3458  0.5731  24.4764
Si  9.4371  2.6894  27.1001
Si  -2.9044  0.0402  20.5777
Si  3.3555  0.7551  17.3599
Si  2.3829  3.8783  26.8162
Si  12.3647  10.6426  24.8364
Si  -3.7563  -4.0345  28.4261
Si  2.5954  -2.425  26.7915
Si  4.3303  4.7521  25.595
Si  13.8499  4.7523  20.2632
Si  4.101  6.8535  31.1986
Si  5.9366  11.8606  13.5188
Si  5.4097  8.4862  23.5999
Si  11.7862  12.992  26.6827
Si  0.3883  -5.0536  24.1066
Si  8.1892  0.1558  30.0765
Si  -0.168  0.314  15.6394
Si  7.0655  4.2376  31.2112
Si  3.9661  1.1981  31.2949
Si  8.4835  5.6002  29.9326
Si  0.8423  11.7223  28.7054
Si  5.7636  5.0163  27.58
Si  3.7692  4.058  28.6721
Si  9.5503  1.3817  31.5045
Si  1.3841  3.993  31.4551
Si  2.6835  -0.1962  29.8447
Si  5.5699  8.1426  29.7587
Si  9.7074  6.9324  31.3538
Si  1.4522  9.5234  31.4061
Si  12.0362  5.4342  28.1394
Si  0.0383  -0.0324  32.7395
Si  5.4707  -0.0432  32.6356
Si  2.7862  2.6731  32.7371
Si  8.1867  2.7936  32.7343
Si  0.0194  5.4514  32.719
Si  5.4841  5.4548  32.552
Si  2.8191  8.1679  32.7181
Si  8.2153  8.2224  32.6613
Si  1.3785  1.3582  34.0877
Si  6.8088  1.3684  34.0333
Si  4.1471  4.103  34.0274
Si  9.5684  4.1288  34.0886
Si  1.3901  6.8275  34.0616
Si  6.8278  6.8268  34.0059
Si  4.1278  9.5743  34.0727
Si  9.5662  9.5617  34.0682
Si  2.6962  -0.0475  3.4216
Si  8.2098  0.0191  3.4162
Si  -0.0676  2.6891  3.4089
Si  5.4952  2.758  3.4106
Si  2.7661  5.5171  3.3849
Si  8.1976  5.448  3.4401
Si  -0.0051  8.2184  3.4227
Si  5.4551  8.2104  3.4271
Si  4.1049  1.3531  4.6711
Si  9.5045  1.3544  4.8953
Si  1.3161  4.1491  4.59
Si  6.8488  4.0852  4.8806
Si  4.0899  6.869  4.8463
Si  9.5406  6.8752  4.7645
Si  1.2986  9.5734  4.8832
Si  6.8219  9.6172  4.75
Si  -0.1187  -0.0277  6.3191
Si  5.4873  0.0835  6.0983
Si  2.8467  4.3838  13.0333
Si  8.1573  2.6942  6.368
Si  -0.4623  7.6176  8.7825
Si  4.7724  2.3971  8.8122
Si  2.6963  8.2213  6.2561
Si  4.3889  4.3526  10.3489
Si  6.8076  -4.0044  7.5681
Si  3.9799  -1.1896  13.7972
Si  7.1885  3.5042  13.1227
Si  7.5407  -0.6095  9.0696
Si  -0.8533  1.4001  18.6139
Si  8.6331  5.8893  8.7207
Si  5.6632  8.6621  8.8338
Si  15.0222  9.7338  7.4485
Si  7.9545  -0.3856  11.4503
Si  6.696  1.3048  7.7899
Si  -1.283  4.1965  7.4662
Si  1.3146  1.5608  7.339
Si  0.039  5.4878  6.0113
Si  13.5846  2.7424  5.8285
Si  1.9189  9.4276  15.661
Si  2.0652  11.023  10.5736
Si  3.9888  3.9803  7.2457
Si  5.7567  -2.6284  18.1211
Si  4.2764  5.8271  17.5656
Si  11.4945  3.3605  8.6933
Si  8.135  8.241  6.1168
Si  13.4927  5.4375  -7.4182
Si  1.3625  6.7151  7.5542
Si  9.3986  9.4686  7.6996
O  12.9208  -0.4015  23.3003
O  38.5652  5.321  10.1873
O  29.0026  4.8641  14.0268
O  2.9483  13.0736  16.589
O  8.6826  13.9842  23.3334
O  17.0549  16.508  22.3123
O  12.8011  12.4096  11.4262
O  15.6947  36.9291  24.0922
O  -6.0109  33.3282  17.0347
O  -0.3859  5.3032  17.5215
O  -31.2579  15.081  12.0435
O  11.6916  14.4435  15.9849
O  30.1041  -3.9352  21.8895
O  -6.5193  22.2202  13.4243
O  13.0405  3.418  19.7568
O  8.2301  12.024  21.8111
O  35.2152  40.6956  15.7546
O  13.236  12.4366  21.4849
O  12.749  16.8563  20.6392
O  21.5141  4.5701  24.7554
Si  -1.0024  19.6281  24.6444
Si  -1.6995  52.0207  21.6668
Si  16.1814  20.6884  20.8001
Si  12.9377  12.7291  19.9042
Si  12.8495  13.4686  15.4046
Si  22.4486  -2.5943  10.7915
Si  22.7109  24.6071  11.6268
Si  3.2637  17.7656  25.1226
Si  -3.5729  27.2004  10.6378
Si  18.0731  38.6944  17.6385
Si  -5.4703  38.3006  6.2124
Si  14.02  11.3437  22.3965
Si  -0.0922  26.7542  15.9781
Si  9.5217  23.3296  13.1823
Si  11.4501  18.5863  27.8134
Si  5.7333  43.2284  16.0605
Si  -0.8924  15.1696  28.769
Si  -23.6811  41.1865  27.4126
Si  18.5789  1.437  28.1983
Si  8.9999  -6.8041  24.5078
Si  18.2385  6.377  23.0772
Si  6.8246  20.4832  31.2343
Si  -2.6746  5.7738  14.7795
Si  3.6158  8.5842  11.2557
Si  -10.8693  30.2054  30.0194
Si  20.6212  15.5214  18.6981
Si  -11.9753  10.0843  28.8962
Si  -7.8865  22.516  8.5511
Si  21.9322  2.5713  30.1285
Si  -19.3953  15.8694  8.7573
Si  24.2371  17.2717  15.2854
Si  16.3398  22.4394  27.5772
Si  -10.7065  17.0507  21.0112
Si  4.1755  20.4427  28.4004
Si  8.8497  29.5115  12.3677
Si  17.5535  25.2088  29.0765
Si  27.0905  37.0405  22.5117
O  -15.2362  40.3301  24.0485
O  -23.3837  41.7714  23.1327
O  24.3289  9.9006  25.8622
O  -24.445  35.3189  13.5912
O  30.6544  30.5629  25.7997
O  -18.1242  38.1907  19.0297
O  32.1345  -10.1028  17.0936
O  32.5514  -14.6306  24.7014
O  -37.5333  35.7806  22.1407
O  16.8086  2.5571  13.3786
O  4.2543  30.3691  12.7672
O  -19.1253  25.0685  14.1669
O  -2.8272  26.7992  18.493
O  10.8155  24.2504  12.8767
O  19.087  16.4086  24.1331
O  31.356  37.5484  15.1151
O  -6.7696  33.8794  23.4388
O  4.7649  19.0842  10.1786
O  8.7706  17.9878  13.8912
O  6.772  23.1231  24.0493
O  -1.7137  55.2826  11.8239
O  22.6461  38.8462  15.2663
O  -12.0989  46.7347  18.5754
O  -6.1272  9.3956  15.1652
O  -7.6145  32.0662  11.2023
O  -2.2975  9.4721  20.7609
O  -2.4029  25.3287  25.9071
O  17.4095  42.219  17.1205
O  16.6628  48.8383  17.3673
O  -0.0069  20.8507  24.9887
O  -5.4507  31.7608  24.4238
O  21.8959  24.8457  10.2352
O  -23.1607  11.3959  14.4684
O  26.4331  29.3115  17.4351
O  15.0594  37.1286  11.9975
O  52.554  44.3897  19.273
O  35.9108  11.9714  18.9478
O  24.7704  16.7779  13.8017
O  4.9809  -9.9446  26.0107
O  12.1636  45.0134  25.2583
O  -3.053  17.5646  11.5039
O  1.1198  23.028  15.0702
O  -5.269  19.6712  22.0037
O  0.5189  23.0976  19.4942
O  3.9258  26.2226  21.4998
O  -48.2857  -0.086  20.4587
O  -8.543  20.7861  14.1501
O  13.5001  32.2172  16.8712
O  29.3412  14.8934  11.5668
O  -4.0189  -3.7003  18.538
O  -7.0921  21.3298  21.321
O  12.9152  27.9216  24.3782
O  -0.4873  18.739  11.9576
O  -25.1005  17.2974  16.1883
O  0.3035  31.5564  15.7549
O  14.9297  18.6749  23.9199
O  -11.6477  27.0111  20.1176
O  33.5552  10.0077  10.6973
O  28.4518  55.0698  14.9631
O  -15.1996  22.1807  12.2011
O  14.1291  49.2141  16.4028
O  37.8338  19.8899  19.4166
O  21.5442  18.6055  20.9565
O  -8.7859  18.7469  11.0638
O  21.9464  -5.299  22.5461
O  -2.7656  9.101  12.1824

Results
free energy: -153796.804 eV
free energy less fixed offsets of O -568.88, Si -635.61 eV per atom: 2.526 eV

Forces (eV/angstrom), in the order of the atoms: element, x, y, z
Si  0.0204  -0.0192  -0.0671
Si  -0.0369  0.0694  0.0454
Si  -0.013  0.0159  0.0774
Si  -0.0322  0.0838  -0.0588
Si  0.0241  -0.0218  0.052
Si  -0.0309  -0.0268  -0.0522
Si  -0.0442  0.0237  -0.0715
Si  0.0571  0.0434  0.0507
Si  -0.1998  -0.1869  0.0936
Si  0.1249  0.1494  -0.0839
Si  0.2065  0.1717  -0.0698
Si  -0.2514  -0.1498  -0.0615
Si  0.0312  0.3146  -0.1093
Si  -0.0904  -0.1198  0.2001
Si  -0.2126  -0.2019  -0.0522
Si  0.0591  0.1553  0.0028
Si  0.0746  -0.1039  0.1476
Si  -0.0684  0.1444  -0.1395
Si  0.0122  0.0236  0.0639
Si  0.025  0.0345  0.0031
Si  0.2655  -0.1558  -0.1176
Si  -0.2207  0.2032  0.0229
Si  0.0757  -0.099  -0.0171
Si  0.1451  -0.1555  -0.0714
Si  -0.0353  0.0029  -0.0011
Si  -0.0196  0.0455  0.0139
Si  0.0247  -0.0528  -0.0022
Si  0.0395  -0.0334  0.0002
Si  0.0146  -0.0358  0.0069
Si  -0.0346  0.0128  0.0134
Si  0.0535  -0.0188  -0.001
Si  0.0141  -0.0742  0.0019
Si  -0.0053  0.0163  -0.0132
Si  -0.0023  0.0059  -0.0025
Si  0.0087  0.011  -0.0034
Si  -0.0267  0.0157  0.0261
Si  -0.0029  0.0045  0.0027
Si  -0.0022  -0.0021  0.0058
Si  0.0064  0.0386  0.0034
Si  -0.0092  -0.0206  -0.0025
Si  -0.0066  0.0086  0.0183
Si  0.0033  0.0157  0.0071
Si  0.0427  -0.0198  -0.0113
Si  0.0007  -0.0041  -0.0023
Si  0.0081  -0.0036  0.004
Si  0.0151  0.0099  -0.0015
Si  0.0079  -0.0001  -0.011
Si  0.0053  -0.0364  -0.0097
Si  -0.0009  -0.0106  -0.0096
Si  0.0058  0.0038  0.0192
Si  -0.003  -0.0011  0.0069
Si  -0.0102  -0.0005  0.0202
Si  -0.0217  -0.0138  0.012
Si  0.0102  0.0128  -0.0139
Si  -0.0059  0.0071  0.0165
Si  0.0322  -0.0392  -0.002
Si  0.0009  -0.0105  0.0336
Si  -0.006  -0.0173  0.0084
Si  -0.0172  0.0025  -0.0008
Si  0.0108  -0.016  0.0118
Si  0.0036  0.0006  0.0162
Si  -0.0092  -0.0055  0.0024
Si  0.0045  0.0104  0.0013
Si  0.0108  -0.0176  0.0473
Si  -0.0084  -0.0023  -0.0082
Si  0.008  -0.0025  0.0034
Si  0.0154  -0.0064  0.0056
Si  -0.0001  0.016  0.0038
Si  -0.0009  -0.0039  0.0071
Si  0.0052  -0.0029  -0.0063
Si  -0.0031  -0.0053  -0.0075
Si  0.0045  0  0.0038
Si  -0.0071  0.0004  -0.0048
Si  0.0037  0.001  0.0005
Si  0.0049  0.0009  0.0007
Si  -0.0071  0.004  0.0024
Si  0.0067  0.0042  -0.0004
Si  -0.0051  -0.0029  -0.0038
Si  -0.0011  0.0026  0.0041
Si  0.0061  0.0005  -0.0048
Si  0.0015  -0.0023  0.0033
Si  0.0031  -0.0015  -0.0061
Si  0.0008  -0.0052  -0.0071
Si  -0.0035  0.0033  0.0058
Si  0.0017  -0.003  -0.0078
Si  -0.0006  -0.0017  0.0052
Si  0.0002  0.0032  0.0067
Si  0.0035  0.0009  0.0002
Si  0.0012  0.0008  -0.0135
Si  -0.0048  0.0007  0.0028
Si  -0.0088  0.0105  -0.0118
Si  0.0033  -0.0013  0.0065
Si  -0.0011  -0.0017  0.0052
Si  0.0001  0.0004  0.0008
Si  0.0003  -0.0007  0.0062
Si  -0.0077  0.0049  -0.0067
Si  0.0082  0.0032  0.0014
Si  -0.0043  0.005  0.0016
Si  0.0107  -0.0064  0.0035
Si  -0.0043  0.0036  0.0091
Si  -0.0223  -0.0101  0.0135
Si  -0.0107  -0.0296  -0.0118
Si  -0.0162  -0.0098  0.0016
Si  -0.0265  -0.0053  -0.0025
Si  -0.0248  -0.0068  0.0283
Si  0.0038  0.0003  0.0074
Si  -0.0102  0.0082  0.0128
Si  0.0038  -0.0059  0.0108
Si  0.0009  -0.0011  -0.001
Si  0.0106  0.0114  0.006
Si  -0.0001  -0.0169  -0.005
Si  -0.0011  0.0105  0.0063
Si  -0.0106  0.0096  -0.0257
Si  0.0008  0.0048  0.001
Si  0.0032  0.0043  -0.0072
Si  -0.0125  -0.0027  -0.0012
Si  -0.0083  0.0046  0.0062
Si  0.0142  -0.0136  0.0113
Si  0.0024  0.0028  0.0139
Si  -0.0006  0.0102  -0.0195
Si  0  0.0173  -0.0114
Si  -0.0018  0.0031  0.0042
Si  -0.0021  -0.0052  0.0022
Si  0.0049  -0.0041  -0.0085
Si  0.0325  0.013  -0.017
Si  -0.0104  0.0136  -0.0427
Si  0.021  -0.008  -0.0034
Si  -0.01  -0.0012  -0.0013
O  0.0009  -0.0062  0.0057
O  0.0074  0.0072  0.0011
O  0.0025  -0.0011  -0.0036
O  -0.0007  0.0002  -0.0004
O  0.0016  0.0023  0.0162
O  -0.0095  0.0006  0.0043
O  -0.0046  0.0118  0.0107
O  -0.0137  0.0169  0.0068
O  0.0058  0.0005  0.003
O  0.0031  -0.003  0.0027
O  -0.0058  0.005  -0.0014
O  0.0006  -0.0023  0.0028
O  0.0059  -0.0003  -0.0024
O  -0.0065  -0.0072  -0.0035
O  -0.0015  -0.0019  0.0014
O  -0.0017  0.0009  0.0053
O  0.0016  -0.0041  -0.0046
O  -0.0009  0.0007  0.0095
O  0.0076  0.0022  -0.0001
O  -0.0065  -0.0055  0.0049
Si  -0.0119  0.02  -0.0232
Si  -0.0024  0.0002  -0.0127
Si  0.0053  -0.0001  -0.0117
Si  0.004  0.004  -0.0034
Si  0.006  0.0027  0.0029
Si  -0.0069  -0.0157  -0.0283
Si  -0.0003  -0.0092  -0.0015
Si  0.0039  0.0008  -0.0036
Si  0.0161  -0.0099  -0.0192
Si  0.0079  -0.0079  -0.0093
Si  -0.0013  -0.0055  -0.0068
Si  0.0002  0.0022  -0.0117
Si  -0.0058  0.0063  0.0041
Si  -0.0134  -0.0066  0.0036
Si  -0.003  0.0005  -0.02
Si  -0.002  -0.0025  0.0033
Si  0.0182  0.0011  -0.0035
Si  0.0002  0.0002  -0.0197
Si  0.0207  -0.0186  -0.0066
Si  -0.0088  -0.0082  -0.0243
Si  -0.0014  -0.0126  -0.0082
Si  -0.0015  -0.0106  -0.0024
Si  -0.0064  -0.0074  0.0098
Si  0.0022  0.0092  0.0147
Si  -0.0034  0.006  0.0147
Si  0.0042  0.0086  0.0001
Si  0.0103  0.0092  -0.0047
Si  0.0315  0.0079  0.0014
Si  0.0037  -0.017  -0.0209
Si  -0.006  -0.0006  0.0041
Si  -0.0002  -0.0064  0.0076
Si  -0.0179  -0.0125  -0.0317
Si  -0.0026  0.004  -0.0317
Si  -0.0105  -0.0038  0.0081
Si  -0.0006  0.0182  0.0048
Si  -0.0235  0.0495  -0.004
Si  0.0061  -0.0038  -0.0004
O  -0.0023  0.0092  0.014
O  0.001  0.0022  0.0106
O  -0.0071  0.0089  -0.0014
O  0.0071  -0.006  0.0001
O  0.0011  0.0058  0.0281
O  -0.0015  -0.0027  0.0035
O  -0.0017  -0.002  0.0038
O  0.0056  -0.0191  0.0102
O  -0.0012  0.0023  0.0033
O  -0.0022  -0.0061  -0.0005
O  -0.0011  -0.0061  0.0005
O  -0.0022  -0.0032  -0.0025
O  -0.005  -0.0002  0.005
O  0.0081  0.0044  -0.0001
O  0.0043  0.003  0.0091
O  0.0019  -0.0023  -0.0046
O  -0.0009  0.0057  0.0037
O  0.012  -0.0076  -0.0156
O  0.0004  0.0013  -0.004
O  0.0044  0.0003  0.0035
O  0.012  -0.0033  0.0002
O  0.0023  0.0005  -0.0048
O  -0.0003  -0.0122  0.0016
O  -0.0026  -0.0041  -0.0028
O  0.0077  0.0018  0.004
O  0.0059  -0.0063  0.0053
O  -0.01  0.0118  -0.0093
O  -0.0011  0.0024  0.0003
O  0.0023  0.0005  0.002
O  0.0078  0.009  0.006
O  -0.0035  -0.0135  0.004
O  0.0073  0.0023  0.0121
O  0.0087  0.0009  -0.001
O  0.003  0.0111  0.0009
O  -0.0027  0.0015  0.003
O  0.0005  0.0039  -0.0031
O  -0.0018  -0.0011  0.0025
O  -0.0029  0.0016  -0.0045
O  0.0053  0.0064  0.0272
O  -0.0018  0.0263  0.0135
O  -0.005  0.0059  0.0104
O  0.001  -0.0021  -0.0054
O  -0.0004  0.0034  0.0043
O  -0.0021  -0.0048  0.0034
O  -0.0024  0.0042  0.0028
O  -0.0022  -0.002  0.004
O  0.0023  -0.001  -0.0081
O  -0.0044  -0.0055  0.0001
O  0  0.0011  -0.0046
O  -0.001  -0.0034  0.0034
O  -0.0027  -0.0015  0.0034
O  -0.0007  -0.0008  -0.0153
O  0.0023  0.0016  0.0075
O  0.0003  0.0036  -0.0014
O  0.0006  -0.0007  -0.0012
O  -0.0183  -0.0071  0.0083
O  -0.0016  0.0019  0.0045
O  0.0031  0.0043  0.0041
O  -0.0007  -0.006  0.0005
O  -0.0111  0.0073  0.007
O  0.0009  0.0014  -0.0008
O  0.0003  0.0027  0.0044
O  -0.0051  0.0073  0.0065
O  0.0023  -0.0018  0.0029
O  -0.0035  -0.0036  0.0377
O  0.0119  -0.0284  0.0084

The program warned: the cutoff lies below the one the program advises for these potential files; the exchange-correlation potential is rough where the density is thin.
